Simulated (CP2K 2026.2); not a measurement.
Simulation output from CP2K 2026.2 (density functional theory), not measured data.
Periodic cell of 506 atoms, Si360O146, from a study of silicon, its oxide and their interface. The atomic structure is a simulated model.
Doubt: the forces sum to 1.52 eV/angstrom along one axis rather than to zero, so they err by at least 0.0030 eV/angstrom per atom on average; the grid cutoff is modest.

Settings
functional: PBE
method: Gaussian and plane waves
basis set: DZVP-MOLOPT-SR-GTH
pseudopotentials: GTH-PBE
grid cutoff: 300 Ry, relative cutoff 40 Ry
k points: Gamma only
occupations: fixed
spin: none
net charge: 0

Cell vectors (angstrom)
a 16.32 0 0
b 0 16.32 0
c 0.6887 2.9411 34.1255

Atoms and the computed forces on them: element, x, y, z (angstrom), force x, y, z (eV/angstrom)
Si -0.746 -1.639 0.013 0.108 -0.18 0.536
Si 2 0.856 0.269 0.03 -0.048 0.015
Si -2.717 2.865 1.259 0.048 0.022 -0.084
Si 0.027 5.446 1.535 0.021 0.021 0.015
Si -0.177 -5.343 1.237 0.067 0.042 -0.022
Si -1.92 -6.401 -0.014 -0.091 -0.021 0.029
Si 3.634 -0.927 0.232 -0.114 0.199 0.576
Si -8.107 2.605 1.435 -0.033 -0.021 -0.043
Si 3.556 4.526 0.125 0.029 -0.004 -0.001
Si 1.823 6.177 0.167 0.177 -0.035 0.555
Si 2.725 8.09 1.267 0.02 0.015 -0.073
Si -0.403 0.153 -5.602 0.006 -0.028 0.091
Si -4.949 -3.808 -2.844 0.083 -0.123 -0.024
Si -4.563 1.921 0.127 -0.056 0.028 0.041
Si -6.37 3.578 0.2 0.024 -0.027 0.013
Si -3.656 6.257 0.131 -0.022 -0.073 -0.066
Si 4.524 9.073 0.084 0.226 -0.27 0.608
Si -3.842 -4.926 -0.287 0.095 -0.552 0.35
Si 0.155 -0.008 1.408 -0.069 0.009 -0.015
Si 2.774 2.731 1.446 -0.003 -0.014 0.013
Si -0.14 6.121 -2.087 0.089 -0.162 0.179
Si -6.431 -2.289 24.302 0.626 -0.206 -0.271
Si 0.757 -3.536 -0.017 -0.077 0.13 0.632
Si 2.607 -2.736 1.306 -0.064 -0.052 -0.053
Si 5.486 -0.045 1.412 0 0.039 -0.016
Si 7.352 0.777 0.198 0.148 -0.109 0.614
Si 5.326 5.498 1.332 0.028 -0.028 -0.053
Si -8.314 8.147 1.363 0.018 -0.026 -0.069
Si 5.495 10.782 1.411 0.009 0.006 -0.088
Si -8.106 -2.729 1.337 -0.029 0.014 -0.038
Si -5.49 0.16 1.439 0.005 0.032 -0.021
Si -1.745 4.779 0.145 -0.265 -0.082 0.559
Si -5.378 5.323 1.438 -0.02 0.007 -0.023
Si -2.76 8.137 1.287 0.004 0.004 0.034
Si -5.454 -5.519 1.358 0.002 -0.036 0.032
Si -2.583 -2.561 1.201 0.289 0.341 0.435
Si -1.342 1.408 2.586 -0.042 -0.008 -0.009
Si 1.307 3.969 2.827 0.045 0.011 -0.065
Si -1.321 6.92 2.755 -0.018 -0.001 -0.039
Si 1.3 9.555 2.52 -0.015 -0.024 -0.022
Si -1.44 -4.028 2.715 0.042 0.057 -0.034
Si 1.375 -1.41 2.83 -0.017 0.01 -0.016
Si 4.204 1.415 2.776 -0.035 -0.022 -0.046
Si 6.778 4.086 2.61 0.007 0.001 0.007
Si 4.019 6.802 2.794 0.033 -0.039 -0.051
Si 6.798 9.493 2.866 0.017 -0.031 -0.03
Si 4.047 12.212 2.611 0.02 0.026 0.013
Si -9.541 -1.475 2.755 0.059 0.015 -0.038
Si -6.804 1.37 2.931 -0.009 -0.016 -0.041
Si -4.008 4.075 2.85 0.011 0.019 -0.075
Si -6.837 6.764 2.623 -0.009 0.035 -0.01
Si -4.151 -6.909 2.718 0.054 0.038 -0.023
Si -6.679 -4.01 2.706 -0.033 -0.009 -0.004
Si -4.035 -1.288 2.596 -0.036 -0.079 -0.016
Si -2.689 0.043 3.992 0.024 0.015 0.033
Si -0.057 2.654 4.132 -0.033 -0.006 0.031
Si -2.666 5.502 4.113 -0.008 0 -0.009
Si 0.033 8.265 4.066 0.008 0.01 0.024
Si -2.774 -5.465 4.034 -0.021 0.015 -0.014
Si -0.042 -2.738 4.122 -0.008 -0.021 0.017
Si 2.777 0.012 4.085 -0.001 -0.011 -0.035
Si 5.503 2.775 4.118 0.038 -0.014 0.035
Si 2.677 5.408 4.115 -0.015 0.03 -0.003
Si 5.401 8.136 4.159 0.012 0.011 0.002
Si 2.677 10.859 3.965 -0.011 0.002 0.012
Si 5.388 -2.791 4.074 -0.013 -0.007 0.01
Si -8.194 -0.068 4.133 -0.011 0 0.007
Si -5.403 2.74 4.197 0.032 -0.034 -0.022
Si -8.182 5.424 4.013 0.015 -0.028 0.023
Si -5.504 8.094 4.072 -0.027 0.014 0.025
Si -8.096 -5.396 4.067 0.018 -0.029 0.027
Si -5.352 -2.653 4.05 -0.014 0.047 0.03
Si -1.381 -1.329 5.424 0.002 0.012 -0.004
Si 1.365 1.324 5.45 -0.014 -0.001 0.003
Si -1.356 4.091 5.466 -0.007 0.004 0.002
Si 1.342 6.83 5.429 -0.021 -0.018 -0.006
Si -1.37 9.566 5.425 0.027 0.004 0.005
Si 1.354 12.205 5.408 0.007 -0.002 0.006
Si 4.092 -1.376 5.444 0.001 0.001 0.004
Si 6.81 1.355 5.467 0.016 0.008 -0.003
Si 4.084 4.091 5.463 0.018 -0.02 0.016
Si 6.801 6.767 5.442 0.031 -0.031 -0.002
Si 4.023 9.537 5.422 -0.027 0.028 -0.01
Si 6.801 12.221 5.428 0.013 0.008 0.001
Si -6.771 -1.38 5.449 0.001 -0.013 0.017
Si -4.038 1.34 5.459 0.018 -0.04 0.002
Si -6.819 4.111 5.453 -0.022 0.052 -0.002
Si -4.096 6.798 5.448 -0.007 0.021 0.021
Si -6.795 -6.802 5.433 -0.023 -0.002 0.003
Si -4.074 -4.075 5.421 0.007 0.002 0.002
Si 0 -0.016 6.81 0.005 -0.008 0.01
Si 2.716 2.713 6.799 0.001 0.001 0.007
Si 0.004 5.459 6.804 -0.005 -0.001 0.009
Si 2.703 8.168 6.803 0.014 -0.013 0.008
Si -0.003 10.889 6.806 -0.006 0.005 -0.003
Si 2.711 -2.739 6.776 -0.016 0.004 -0.004
Si 5.437 -0.006 6.809 -0.007 0.012 -0.001
Si 8.17 2.72 6.813 0.021 -0.032 0.007
Si 5.447 5.434 6.825 -0.002 0.005 0.009
Si 8.154 8.157 6.787 -0.006 0.013 -0.001
Si 5.423 10.872 6.781 0.008 -0.018 -0.001
Si 8.164 -2.735 6.791 0.007 0.007 0.005
Si -5.423 -0.008 6.807 0.007 -0.004 0.004
Si -2.711 2.724 6.818 -0.012 0.012 0.005
Si -5.452 5.452 6.817 -0.001 -0.006 0.01
Si -2.725 8.179 6.78 -0.001 0.01 -0.002
Si -5.436 -5.437 6.788 -0.002 -0.003 0.005
Si -2.722 -2.711 6.787 0 -0.001 0.011
Si -1.371 1.392 13.593 -0.003 -0.005 0
Si 1.366 4.094 13.589 -0.001 0.003 -0.009
Si -1.332 6.794 13.594 -0.008 0.005 -0.004
Si 1.38 9.517 13.612 -0.01 -0.002 -0.004
Si -1.335 -4.065 13.589 0.012 -0.006 -0.011
Si 1.379 -1.358 13.591 0 0.002 -0.01
Si 4.078 1.356 13.623 -0.013 0.012 -0.004
Si 6.777 4.066 13.598 0.008 -0.001 0
Si 4.093 6.817 13.61 0.001 -0.003 -0.001
Si 6.809 9.501 13.597 0.002 0 -0.005
Si 4.069 -4.086 13.621 -0.002 0.024 0.001
Si 6.793 -1.37 13.598 0.005 -0.018 -0.002
Si -6.812 1.354 13.593 0.004 -0.014 -0.003
Si -4.081 4.091 13.62 -0.01 0.015 -0.002
Si -6.801 6.791 13.609 -0.002 -0.008 0.007
Si -4.087 9.533 13.561 -0.015 -0.002 -0.012
Si -6.82 -4.082 13.593 0.002 0 -0.003
Si -4.093 -1.372 13.564 0.015 -0.013 0
Si -2.762 0.017 14.903 -0.006 -0.008 -0.024
Si -0.015 2.767 14.95 -0.004 0.018 0
Si -2.68 5.442 14.969 -0.007 -0.012 -0.012
Si 0.039 8.137 14.962 0.021 -0.015 0
Si -2.721 -5.427 14.905 -0.013 0.011 -0.001
Si 0.041 -2.716 14.959 -0.009 -0.003 0.002
Si 2.725 -0.02 14.981 -0.011 -0.002 -0.003
Si 5.44 2.708 14.993 0.009 -0.01 -0.006
Si 2.733 5.448 14.951 0.001 -0.006 -0.008
Si 5.457 8.167 14.989 0.025 0 -0.008
Si 2.722 10.87 15.004 0.004 -0.018 0.008
Si 5.431 -2.717 14.968 -0.008 -0.024 -0.004
Si -8.18 -0.001 14.958 0.001 0.015 -0.002
Si -5.463 2.716 14.956 -0.009 -0.006 0.002
Si -8.199 5.433 14.949 0.008 -0.017 0.003
Si -5.437 8.188 14.934 0.011 0.013 0.001
Si -8.148 -5.477 14.958 0.029 0.006 -0.02
Si -5.448 -2.724 14.936 -0.007 0.001 -0.007
Si -1.412 -1.364 16.213 0.007 -0.018 -0.028
Si 1.323 1.372 16.259 -0.034 0.007 -0.017
Si -1.344 4.097 16.392 -0.018 -0.01 0.006
Si 1.377 6.756 16.354 -0.008 0.004 0.006
Si -1.309 -6.746 16.231 0.015 -0.025 -0.004
Si 1.419 -4.034 16.376 0.01 0.003 -0.03
Si 4.107 -1.352 16.377 -0.001 0.034 -0.024
Si -9.565 1.296 16.366 -0.001 -0.039 -0.026
Si 4.112 4.128 16.32 -0.011 0.016 0.01
Si -9.488 6.819 16.355 0.004 -0.001 -0.022
Si 4.076 9.487 16.366 -0.017 0.016 0.01
Si -9.548 -4.138 16.27 -0.03 0.022 0.013
Si -6.765 -1.316 16.287 0.055 -0.039 0.039
Si -4.074 1.377 16.308 -0.02 0 0.001
Si -6.898 4.024 16.293 0 -0.031 -0.024
Si -4.02 6.874 16.251 0.006 0.02 0.011
Si -6.792 9.494 16.358 -0.029 0.011 -0.007
Si -4.137 -4.148 16.28 0.017 0.008 0
Si -0.119 0.03 17.555 -0.053 0.078 0.023
Si 2.719 2.726 17.572 -0.033 -0.031 0.021
Si 0.026 5.448 17.789 0.005 0.051 -0.005
Si 2.739 8.084 17.733 0.029 0.02 -0.034
Si -0.006 -5.397 17.641 -0.04 0.016 0.008
Si 2.827 -2.714 17.783 0.01 -0.052 0.031
Si 5.433 -0.04 17.831 0.03 0.006 -0.012
Si -8.258 2.654 17.738 0.04 0.041 0.061
Si 5.468 5.495 17.724 -0.023 -0.023 0.053
Si -8.125 8.145 17.766 -0.01 0.024 0.007
Si 5.437 10.856 17.716 0.057 -0.019 -0.013
Si -8.124 -2.774 17.507 0.016 -0.021 -0.018
Si -5.453 0.09 17.7 -0.035 -0.024 -0.039
Si -2.718 2.693 17.716 0.025 -0.018 0.008
Si -5.468 5.47 17.425 -0.011 0.021 -0.004
Si -2.622 -8.062 17.619 -0.048 -0.023 -0.009
Si -5.396 -5.533 17.747 0.056 0.011 0.032
Si -2.791 -2.731 17.534 0.013 0.027 -0.03
Si -1.409 1.302 19.134 -0.057 0.005 0.007
Si 1.381 3.966 19.055 -0.002 0 0.025
Si -1.274 6.983 19.052 0.025 -0.017 0.043
Si 1.399 -6.74 18.95 0.018 0.013 0.044
Si -1.473 -4.058 18.919 0.047 0.037 0.019
Si 1.312 -1.268 18.853 0.026 -0.025 0.013
Si 3.999 1.439 19.071 0.016 -0.012 0.105
Si -9.604 4.063 19.116 -0.006 -0.04 0.038
Si 3.059 4.936 20.377 0.247 -0.158 -0.491
Si -9.544 9.474 19.112 -0.025 0.005 0.007
Si 4.249 -4.056 19.23 0.023 0.019 0.071
Si 6.911 -1.536 18.997 -0.004 -0.034 0.063
Si -6.829 1.393 19.158 0.046 0.061 0.032
Si -4.163 4.164 18.81 0 -0.028 0.029
Si -6.669 6.733 18.975 -0.008 0.028 0.037
Si -3.958 -6.861 19.139 -0.059 0.05 0.013
Si -6.861 -4.137 18.936 -0.064 0.014 -0.054
Si -4.102 -1.38 18.928 0.042 0.014 0.038
Si -2.552 -0.389 20.391 -0.178 0.295 -0.664
Si 0.407 2.209 20.327 0.002 -0.002 0.048
Si -3.027 5.793 20.032 -0.267 0.369 -0.397
Si 0.042 8.459 20.472 -0.438 0.254 -0.399
Si -2.786 -5.249 20.489 -0.1 -0.069 -0.037
Si -0.24 -2.46 20.081 -0.001 -0.18 -0.788
Si 2.089 0.537 20.105 -0.048 0.221 -0.626
Si 4.865 3.195 20.428 -0.014 0.071 -0.028
Si 4.084 6.737 19.196 -0.03 0.002 0
Si 5.161 8.41 20.515 0.26 -0.22 -0.688
Si 2.946 -5.647 20.349 -0.174 0.245 -0.755
Si 6.275 -3.364 20.407 0.004 -0.224 -0.561
Si -7.896 -0.378 20.351 -0.056 0.194 -0.691
Si -5.905 3.357 20.169 -0.29 -0.038 -0.575
Si -7.703 5.011 20.176 0.132 -0.234 -0.589
Si -4.799 -8.819 20.227 0.107 -0.049 -0.034
Si -8.41 -5.225 20.355 0.057 -0.012 0.04
Si -5.667 -2.562 20.177 0.336 -0.434 -0.086
Si -5.27 -1.771 -6.63 -0.003 -0.002 0.037
Si 1.236 6.375 22.47 0.049 -0.05 -0.128
Si -3.955 3.539 -3.833 0.005 0.055 -0.03
Si -0.951 -6.09 21.781 0.297 0.348 -0.539
Si -4.263 -2.97 23.635 0.027 -0.013 0.036
Si 2.852 2.282 24.216 0.038 -0.077 -0.094
Si -2.14 -1.974 -6.869 -0.137 -0.097 -0.024
Si 3.364 -0.326 22.757 0.053 0.096 -0.008
Si -4.247 5.517 24.213 -0.054 0.042 -0.142
Si 1.869 -2.38 24.209 -0.134 -0.129 -0.146
Si -0.52 -0.304 24.442 0.013 0.074 0.05
Si -10.008 0.086 22.716 0.042 -0.042 -0.038
Si -8.132 2.584 -4.101 0.067 -0.083 0.091
Si -5.21 7.929 22.452 0.031 -0.19 -0.534
Si -1.556 3.106 -5.871 -0.138 -0.021 0.016
Si -7.126 -6.007 22.303 -0.404 0.108 -0.505
Si -7.305 -6.385 0.241 -0.231 0.091 0.573
Si 4.095 -2.362 -5.412 0.018 0.083 0.079
Si -2.76 -7.136 24.014 -0.034 -0.035 0.051
Si -9.172 -2.662 -5.083 0.049 -0.061 0.022
Si -9.203 7.584 -6.634 0.023 0.069 -0.137
Si -5.355 0.567 24.701 0.104 -0.123 0.087
Si -5.109 7.873 -4.243 0.036 -0.119 0.113
Si -9.276 -2.573 23.385 -0.04 0.002 -0.061
Si 2.357 -4.876 -4.862 0.078 0.053 0.007
Si -4.605 -4.09 21.644 0.334 0.499 -0.211
Si -8.996 -4.64 0.228 0.21 -0.084 0.666
Si -10.383 1.462 -2.476 0.077 -0.035 0.091
Si -5.344 5.244 -5.914 0.081 0.014 0.063
Si 0.551 5.285 -5.048 0.017 -0.025 0.069
Si -6.832 -6.755 -7.21 -0.025 0.015 -0.207
Si -9.3 -5.338 24.463 0.08 -0.013 -0.032
Si 1.715 1.296 -1.98 0.165 -0.258 0.638
Si 0.7 7.012 -7.537 -0.059 -0.008 -0.064
Si 3.61 4.711 -4.826 -0.029 0.049 0.058
Si 2.469 -0.047 -6.845 -0.044 -0.027 -0.005
Si -9.351 6.689 -2.044 -0.198 0.16 0.642
Si -4.434 5.934 -2.078 0.261 0.055 0.627
Si 3.687 3.512 -1.995 -0.095 0.425 0.538
Si -7.269 -0.367 -4.658 0.071 -0.003 -0.082
Si -1.585 4.848 22.67 -0.056 0.029 -0.068
Si 4.227 -6.429 -2.979 0.155 -0.044 0.163
Si 5.116 7.307 -4.427 0.086 -0.008 0.056
Si -2.699 -6.825 -4.725 0.111 0.001 -0.008
Si -3.5 -4.391 25.385 -0.124 0.518 -0.37
Si 1.381 -6.484 -7.344 -0.117 0.012 0.071
Si 5.434 -7.762 23.555 0.022 -0.029 -0.059
Si -6.537 -4.232 -5.447 -0.061 0.159 0.032
Si -2.826 7.072 26.188 -0.058 -0.002 0.044
Si -9.44 -4.767 -2.887 0.064 -0.03 0.104
Si 0.114 2.311 22.711 0.187 -0.037 -0.649
Si 6.191 7.286 0.076 -0.025 0.033 0.004
Si 3.902 -0.712 -2.799 -0.098 0.06 0.136
Si 0.837 -4.44 22.229 -0.536 -0.468 0.073
Si -6.133 -1.169 -1.885 -0.377 0.223 0.617
Si -7.195 -0.858 0.18 0.003 -0.025 -0.02
Si 5.41 2.929 22.721 -0.18 -0.173 -0.652
Si -1.134 -7.143 -2.076 -0.08 0.215 0.467
Si -3.998 1.129 -1.998 -0.084 0.301 0.537
Si -7.481 -7.114 -2.714 0.006 0.062 0.128
Si 0.198 -4.566 -2.893 0.033 0.031 0.105
Si -1.026 0.112 -2.589 0.05 -0.169 0.069
Si -8.444 4.729 23.051 0.026 0.023 -0.184
Si -1.414 -7.393 -7.308 -0.082 -0.044 -0.084
Si -8.179 4.687 -6.47 0.071 0.02 -0.019
Si -5.873 3.145 23.199 0.139 0.167 -0.039
Si -7.143 4.445 -1.824 0.106 -0.277 0.544
Si -3.177 -0.939 23.325 -0.295 -0.439 -0.121
Si 3.79 2.843 -7.27 -0.065 0.021 0.003
Si -9.302 6.482 25.337 -0.172 -0.016 -0.029
Si 2.757 7.632 24.89 0.165 0.02 0.027
Si -2.372 -3.809 -4.353 0.004 -0.044 0.044
Si -1.345 1.365 8.168 0.005 0.011 -0.009
Si 1.366 4.09 8.157 0.01 0.025 -0.002
Si -1.37 6.813 8.151 -0.015 -0.017 -0.002
Si 1.349 9.521 8.165 -0.021 -0.008 -0.004
Si -1.355 -4.06 8.157 0.021 0.025 0.012
Si 1.36 -1.383 8.156 -0.008 -0.016 0.007
Si 4.071 1.352 8.166 -0.008 -0.022 0.001
Si 6.801 4.067 8.177 -0.004 -0.009 -0.005
Si 4.082 6.812 8.16 0.004 0.004 0.003
Si 6.783 9.509 8.143 -0.01 -0.027 0.006
Si 4.079 -4.078 8.147 0.003 0.018 -0.011
Si 6.809 -1.364 8.153 0.018 0.022 0
Si -6.786 1.36 8.162 0.014 0.026 0.011
Si -4.091 4.078 8.164 -0.014 -0.022 0.01
Si -6.804 6.817 8.169 0.011 0.007 0
Si -4.072 -6.787 8.155 0.013 0.018 -0.003
Si -6.806 -4.095 8.156 -0.015 -0.023 0.005
Si -4.077 -1.368 8.167 -0.019 -0.017 -0.001
Si -2.716 0.005 9.519 0.007 -0.005 0
Si 0.008 2.729 9.523 -0.004 -0.01 0
Si -2.725 5.446 9.51 -0.006 0.008 -0.007
Si -0.006 8.163 9.521 0.006 0 0.005
Si -2.712 -5.431 9.515 -0.005 -0.002 -0.002
Si 0.004 -2.72 9.531 -0.002 -0.002 0.004
Si 2.714 -0.013 9.519 -0.011 0.005 0.001
Si 5.433 2.711 9.528 0.002 0.005 0.006
Si 2.726 5.445 9.516 0.005 -0.011 0.002
Si 5.44 8.161 9.525 0.003 0.005 0.01
Si 2.724 -5.438 9.513 -0.002 -0.012 0.002
Si 5.44 -2.72 9.51 0.001 -0.001 -0.002
Si -8.161 0 9.513 0.005 -0.012 0.001
Si -5.441 2.72 9.53 -0.004 -0.002 0.008
Si -8.158 5.44 9.522 0.001 -0.002 0
Si -5.435 -8.147 9.52 -0.001 0.002 -0.001
Si -8.174 -5.453 9.509 -0.002 0.004 -0.002
Si -5.445 -2.727 9.514 0.008 0.017 0.004
Si -1.349 -1.343 10.881 0.007 -0.006 -0.002
Si 1.363 1.36 10.88 0.008 -0.003 0.006
Si -1.362 4.09 10.872 -0.003 0.011 0.002
Si 1.372 6.812 10.874 -0.012 -0.008 -0.004
Si -1.358 9.522 10.882 0.001 0.005 0.002
Si 1.363 -4.089 10.881 -0.001 0.014 -0.007
Si 4.083 -1.365 10.88 0 0.003 -0.001
Si 6.798 1.355 10.883 0 -0.007 0.001
Si 4.073 4.078 10.883 -0.007 0.011 -0.001
Si 6.796 6.79 10.881 0.008 -0.012 0.005
Si 4.087 9.531 10.881 -0.003 -0.004 0
Si 6.789 -4.088 10.872 0.001 0.006 0.001
Si -6.812 -1.369 10.868 -0.003 0.001 -0.004
Si -4.084 1.358 10.883 -0.007 0.008 0.005
Si -6.798 4.085 10.887 0.007 -0.009 -0.002
Si -4.08 6.802 10.878 0.004 -0.006 0.001
Si -6.808 -6.8 10.875 -0.002 0.003 0.009
Si -4.074 -4.073 10.872 -0.003 -0.017 0
Si 0.004 0.016 12.253 -0.005 0.012 -0.001
Si 2.722 2.713 12.248 -0.005 -0.005 -0.004
Si 0.015 5.447 12.221 0.006 0.011 -0.005
Si 2.736 8.171 12.24 0.013 0.015 -0.004
Si 0.01 10.869 12.245 -0.009 -0.022 0.005
Si 2.725 -2.731 12.237 -0.011 -0.028 -0.003
Si 5.435 0 12.248 0.005 -0.003 0.015
Si 8.156 2.723 12.238 0.007 0.016 0
Si 5.428 5.437 12.243 -0.009 -0.024 -0.001
Si 8.163 8.144 12.236 -0.005 0.005 0.008
Si 5.442 10.882 12.256 0.004 0.006 0.001
Si 8.144 -2.727 12.23 0.005 -0.004 -0.014
Si -5.459 -0.009 12.225 -0.024 -0.024 -0.009
Si -2.733 2.737 12.234 0.006 -0.016 0.007
Si -5.435 5.445 12.248 0.005 0.005 -0.01
Si -2.714 8.154 12.238 -0.008 -0.009 0.001
Si -5.45 -5.424 12.221 0.016 0.019 -0.002
Si -2.703 -2.713 12.225 0.008 0.03 -0.007
O -1.871 -2.894 -5.571 0.464 -0.083 0.04
O -3.392 -3.381 0.015 0.021 0.39 -0.324
O -3.229 -0.165 21.874 -0.315 0.223 0.099
O -9.152 -5.787 26.005 -0.314 -0.218 0.008
O 1.064 7.651 21.489 0.401 0.212 0.385
O -4.402 -4.966 -1.835 0.093 -0.331 -0.05
O 0.558 -3.136 21.311 0.052 0.121 0.309
O -1.346 -1.447 20.724 0.099 -0.067 0.45
O -8.01 5.533 21.716 0.162 0.299 0.159
O -8.844 6.103 -6.126 0.009 -0.109 0.098
O 4.002 -6.796 20.82 -0.028 -0.09 0.505
O -5.426 -3.319 -6.19 0.425 -0.343 0.083
O -10.015 -2.851 21.97 -0.1 0.253 0.152
O -2.714 5.348 23.703 0.33 0.005 0.204
O -3.842 0.07 24.415 0.293 0.302 0.409
O -6.689 -1.403 20.816 0.143 0.067 0.463
O 5.24 0.147 -3.09 0.34 -0.125 -0.49
O -9.949 7.72 24.55 0.413 0.432 0.129
O -0.906 -1.139 -1.56 -0.178 -0.205 -0.304
O 2.279 0.147 21.68 -0.462 -0.083 0.419
O -1.073 4.997 -1.362 -0.048 -0.282 -0.344
O -5.384 1.354 26.104 -0.236 0.309 -0.1
O -10.288 8.07 -5.533 0.039 0.369 0.187
O 0.938 -3.871 -1.626 0.557 0.265 -0.224
O -8.264 3.715 -5.213 -0.196 0.235 0.053
O -10.652 -2.632 -5.753 0.03 -0.123 -0.621
O 1.339 6.19 -1.415 0.217 0.313 -0.46
O -5.731 -5.212 22.09 0.196 -0.098 0.021
O -1.703 -7.599 -5.73 0.291 -0.358 0.272
O -8.361 5.662 24.336 0.315 -0.089 0.273
O -9.261 1.096 -1.382 0.21 -0.085 -0.354
O -0.442 4.25 -5.759 0.016 -0.007 -0.385
O 3.199 1.398 -6.86 0.262 0.094 0.411
O -10.632 8.038 22.028 0.393 -0.155 0.028
O -10.792 -5.535 -3.278 0.04 0.014 -0.489
O -6.815 -6.726 -1.295 0.32 -0.072 -0.321
O -5.654 -2.71 -1.903 -0.224 -0.065 0.58
O 1.776 6.804 23.921 -0.369 -0.323 0.117
O 3.984 -1.358 -1.32 -0.039 -0.663 -0.16
O -8.283 7.002 26.438 0.436 -0.212 0.039
O 3.22 0.711 23.998 -0.225 -0.293 0.265
O -10.455 -6.205 23.722 -0.505 0.256 -0.466
O -2.288 -7.07 -3.198 -0.468 -0.147 0.081
O -1.198 -0.677 -6.729 -0.228 0.294 -0.45
O -9.415 -4.388 -1.329 -0.285 0.378 -0.12
O -5.553 6.689 -5.242 -0.245 0.285 0.139
O -8.798 0.077 21.64 -0.07 -0.002 -0.011
O 0.083 -6.168 -2.586 0.454 -0.273 0.022
O -1.102 3.349 23.028 -0.014 -0.237 0.382
O -0.239 -6.274 -7.392 -0.179 0.831 -0.078
O 2.677 -2.678 25.573 0.8 0.084 0.278
O -3.313 -5.916 24.892 -0.099 -0.194 0.379
O 4.068 -6.679 -1.391 -0.376 0.338 -0.242
O 0.811 -1.198 24.509 0.097 0.169 0.237
O -4.037 5.214 -6.853 0.295 0.4 0.4
O -7.101 -0.873 -3.138 -0.572 -0.24 0.088
O -8.273 -5.823 -3.279 0.195 0.058 -0.599
O 2.22 -5.134 21.72 0.404 0.121 0.31
O -5.298 3.319 21.7 0.83 0.085 0.196
O 1.876 -7.557 25.634 -0.211 -0.154 -0.268
O -9.647 2.255 -3.653 -0.438 0.111 -0.378
O -6.018 5.554 -2.215 -0.209 0.16 0.06
O 2.399 -5.105 26.517 0.598 -0.149 -0.101
O 4.088 3.156 23.636 -0.05 0.385 -0.004
O -3.948 -7.513 22.986 0.083 0.198 -0.209
O -1.434 -6.722 23.21 0.311 0.21 0.522
O 3.007 -5.578 -3.567 -0.254 0.175 0.001
O 4.797 2.343 -1.747 -0.033 -0.05 0.572
O -6.624 4.912 -6.828 0.085 0.13 -0.519
O -5.159 6.545 23.327 -0.154 -0.242 -0.159
O -7.288 3.205 -2.863 -0.022 -0.388 0.267
O -8.541 5.289 -1.845 -0.379 -0.262 0.231
O -2.079 -3.966 26.075 -0.006 0.334 -0.105
O -0.243 5.746 22.655 -0.253 0.361 0.108
O -0.036 5.723 -3.626 -0.364 0.094 -0.118
O 3.506 -1.202 -6.376 0.125 0.173 0.042
O -6.374 -7.603 -3.749 -0.056 0.249 -0.408
O 2.58 0.233 -2.881 -0.178 -0.264 -0.306
O -2.619 3.243 -4.669 0.011 -0.274 0.442
O -6.627 -7.563 22.557 -0.226 -0.499 0.225
O -2.337 4.912 21.244 0.017 -0.335 -0.109
O -7.896 -5.575 23.673 0.398 0.084 0.436
O -2.321 7.93 24.922 0.657 0.119 0.003
O -0.86 -0.375 -4.128 -0.186 -0.333 -0.072
O -6.072 -4.318 -3.893 -0.046 -0.413 0.294
O -5.139 4.095 -4.787 -0.466 -0.235 0.029
O -8.008 -3.591 -5.745 -0.077 -0.041 -0.736
O -0.806 1.698 -5.771 0.001 0.012 -0.16
O 0.148 1.206 -2.363 -0.286 0.643 -0.171
O -10.12 1.601 23.267 0.244 0.101 0.296
O -5.785 1.591 23.556 -0.174 -0.263 -0.374
O -4.265 7.238 -3.017 0.593 0.467 0.042
O 3.001 -1.835 23.183 0.333 -0.28 -0.163
O 4.157 6.207 -5.133 -0.141 -0.089 -0.276
O -0.312 0.915 23.404 -0.399 0.036 -0.009
O 1.152 -3.758 23.688 -0.249 -0.23 0.467
O -0.113 -5.834 26.204 -0.236 -0.235 -0.561
O -10.48 5.588 25.996 0.254 -0.454 -0.375
O -7.653 -2.558 23.256 0.151 0.022 -0.587
O 1.517 2.743 23.422 0.118 0.435 -0.103
O 2.24 2.807 -2.291 -0.638 0.147 0.04
O 1.192 -0.014 -5.844 0.143 -0.099 0.29
O 0.996 -4.241 -4.261 -0.158 0.055 -0.354
O -7.441 1.238 -4.682 0.28 0.051 -0.018
O -7.444 3.487 23.241 -0.195 -0.594 0.056
O 3.403 6.63 25.984 -0.101 -0.152 -0.025
O -5.012 4.092 24.195 -0.167 -0.251 0.328
O -7.858 -7.85 -6.631 0.37 0.218 0.206
O -0.727 7.618 -1.934 -0.289 0.028 0.403
O -5.97 -0.785 -5.546 0.238 0.331 0.092
O -1.289 -3.964 -3.153 -0.162 0.088 0.506
O -3.705 -3.186 -3.674 0.001 0.338 -0.279
O -10.384 6.509 -3.276 -0.3 -0.412 -0.27
O -8.461 7.958 -2.488 -0.288 -0.017 0.199
O 3.874 -1.894 -3.877 0.089 -0.173 0.169
O -4.803 -0.266 -2.125 0.268 -0.179 -0.007
O -2.32 3.259 -7.292 0.128 -0.066 -0.449
O -4.479 2.179 -3.143 -0.745 -0.079 -0.107
O -4.167 -7.401 -5.005 -0.388 -0.005 -0.72
O -3.627 4.655 -2.697 0.604 -0.12 0.23
O 2.339 5.378 21.806 0.146 -0.061 0.295
O -6.519 -5.708 -6.043 0.098 -0.137 0.13
O 4.091 4.315 -3.333 0.582 0.51 0.087
O -6.847 -3.083 25.66 -0.358 0.035 0.155
O -9.694 -3.762 24.399 -0.259 0.157 0.39
O -2.428 0.846 -2.287 0.186 0.186 0.103
O 3.897 -7.971 23.994 -0.063 0.081 -0.296
O 4.173 3.675 -5.931 0.258 -0.133 0.024
O -9.729 -1.068 23.833 -0.139 0.129 0.583
O -8.616 -1.138 -5.144 -0.441 0.17 0.007
O -1.667 -1.24 23.804 0.027 -0.331 -0.16
O -9.963 4.215 22.942 -0.244 0.639 0.022
O 0.677 6.573 -5.991 0.288 0.195 0.451
O -3.695 -1.492 -6.858 0.123 0.321 0.237
O 4.84 -0.245 22.082 -0.074 -0.39 -0.464
O 2.012 -6.004 -5.954 0.166 -0.384 0.104
O -2.706 -5.244 -5.014 -0.503 0.108 -0.624
O 4.251 -7.858 -3.714 -0.139 -0.045 0.107
O 3.281 -3.753 -5.565 -0.032 -0.1 -0.596
O -1.003 0.212 25.898 -0.177 0.166 -0.061
O -4.045 6.099 25.716 -0.236 -0.058 0.202
O 2.648 2.554 25.785 -0.433 0.104 0.018
O -9.339 -3.333 -3.616 0.144 0.503 0.462
O -6.356 -0.701 24.669 -0.541 0.27 -0.039
O 2.006 4.632 -4.879 -0.075 -0.261 0.091
O -4.734 -4.455 26.444 0.082 0.043 0.387

Results
total energy: -102532.366 eV
total energy less fixed offsets of O -438.25, Si -107.07 eV per atom: -2.666 eV
